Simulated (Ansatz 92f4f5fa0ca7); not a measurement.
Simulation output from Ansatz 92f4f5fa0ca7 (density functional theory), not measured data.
Periodic cell of 220 atoms, Si132O88, from a study of silicon, its oxide and their interface. The atomic structure is a simulated model.
Doubt: the cutoff is far below the 930 eV that the study's wrapper takes by default for these files, so forces and energies are approximate.

Settings: functional PBE; potential files Ansatz PAW; basis plane waves; wave-function cutoff 580 eV; density cutoff ratio 5; exchange-correlation grid ratio 1; k mesh 1 x 1 x 1, Gamma-centred; self-consistency stop 5e-08 eV per atom in the density residual; occupations fixed; spin none; net charge 0.

Cell vectors (angstrom)
a	10.938	0	0
b	0	10.938	0
c	0	0	32.0309

Atoms: element, x, y, z (angstrom)
Si	-0.1103	0.2317	24.6798
Si	5.8401	-0.2955	24.313
Si	2.5054	2.9569	24.7812
Si	8.5522	2.4354	24.5229
Si	0.3637	5.2379	24.6065
Si	5.1693	5.9523	24.348
Si	2.7738	8.0703	24.5353
Si	8.1164	8.4367	24.6408
Si	1.3579	1.4095	26.067
Si	6.8518	1.3473	25.7599
Si	4.1965	4.209	25.7964
Si	9.5898	4.1191	25.8311
Si	1.4011	6.8327	25.9772
Si	6.8165	6.8786	25.8257
Si	4.1083	9.6464	25.7158
Si	9.6348	9.598	25.9705
Si	2.7783	-0.0106	27.2414
Si	8.1884	0.0221	27.2506
Si	-0.0497	2.7821	27.309
Si	5.4912	2.7436	27.1699
Si	2.7922	5.4546	27.2699
Si	8.1779	5.4734	27.1927
Si	0.0093	8.1862	27.2874
Si	5.4342	8.2447	27.2028
Si	4.1018	1.3673	28.6126
Si	9.5708	1.3673	28.6126
Si	1.3673	4.1018	28.6126
Si	6.8362	4.1018	28.6126
Si	4.1018	6.8362	28.6126
Si	9.5708	6.8362	28.6126
Si	1.3673	9.5708	28.6126
Si	6.8362	9.5708	28.6126
Si	0	0	29.9799
Si	5.469	0	29.9799
Si	2.7345	2.7345	29.9799
Si	8.2035	2.7345	29.9799
Si	0	5.469	29.9799
Si	5.469	5.469	29.9799
Si	2.7345	8.2035	29.9799
Si	8.2035	8.2035	29.9799
Si	1.3673	1.3673	31.3471
Si	6.8362	1.3673	31.3471
Si	4.1018	4.1018	31.3471
Si	9.5708	4.1018	31.3471
Si	1.3673	6.8362	31.3471
Si	6.8362	6.8362	31.3471
Si	4.1018	9.5708	31.3471
Si	9.5708	9.5708	31.3471
Si	2.7345	0	0.6835
Si	8.2035	0	0.6835
Si	0	2.7345	0.6835
Si	5.469	2.7345	0.6835
Si	2.7345	5.469	0.6835
Si	8.2035	5.469	0.6835
Si	0	8.2035	0.6835
Si	5.469	8.2035	0.6835
Si	4.1018	1.3673	2.0507
Si	9.5708	1.3673	2.0507
Si	1.3673	4.1018	2.0507
Si	6.8362	4.1018	2.0507
Si	4.1018	6.8362	2.0507
Si	9.5708	6.8362	2.0507
Si	1.3673	9.5708	2.0507
Si	6.8362	9.5708	2.0507
Si	0	0	3.418
Si	5.469	0	3.418
Si	2.7345	2.7345	3.418
Si	8.2035	2.7345	3.418
Si	0	5.469	3.418
Si	5.469	5.469	3.418
Si	2.7345	8.2035	3.418
Si	8.2035	8.2035	3.418
Si	1.3741	1.3417	4.7444
Si	6.9459	1.2684	4.7999
Si	4.0741	4.1517	4.7719
Si	9.4695	4.1416	4.7722
Si	1.3359	6.9029	4.8377
Si	6.7977	6.8416	4.7643
Si	4.1336	9.4748	4.8632
Si	9.5473	9.5827	4.8421
Si	2.7355	-0.0564	6.1327
Si	8.1803	-0.105	6.3894
Si	-0.2024	2.6178	5.9861
Si	5.5816	2.7425	5.9535
Si	2.6345	5.4696	6.211
Si	8.1204	5.5394	6.1658
Si	-0.025	8.2563	6.2557
Si	5.4424	7.9816	6.325
Si	3.9311	1.7064	7.1998
Si	9.8412	1.1645	7.6275
Si	1.3898	3.7046	7.2225
Si	6.5873	4.2212	7.4732
Si	4.2003	6.3107	7.7854
Si	9.3529	7.025	7.527
Si	1.1452	9.8679	7.5791
Si	7.0247	9.1135	7.6956
O	1.4211	4.046	24.1157
O	5.4904	11.0242	22.7381
O	2.7037	2.7623	7.0027
O	8.1685	8.0019	8.1748
O	5.1388	4.8099	8.4027
O	0.2024	0.2262	8.0317
O	3.9065	6.9687	24.0843
O	9.6817	1.29	24.176
O	2.2943	9.373	8.6571
O	0.9846	3.4612	8.8133
O	9.4228	1.9584	9.0204
O	6.2797	9.5836	9.0881
O	4.366	2.0623	8.7885
O	3.5555	7.0676	9.1086
O	7.3487	3.5055	8.7464
O	10.0426	6.0291	8.6524
O	3.1251	2.0069	23.5533
O	4.5389	1.9164	21.1787
O	8.1042	2.8447	22.9875
O	10.8861	6.0287	23.2131
O	7.0082	9.5044	24.0555
O	1.9911	8.4844	23.1331
O	5.7232	5.8307	22.7755
O	0.5808	10.6852	23.2777
Si	2.8785	8.4045	9.8302
Si	-1.1396	3.4662	19.2788
Si	3.0668	10.5033	19.8736
Si	1.8528	2.4505	19.6322
Si	6.6259	2.287	14.4634
Si	9.77	-1.5226	13.4424
Si	2.172	19.033	15.5625
Si	9.369	3.6893	14.1246
Si	5.6462	9.6632	10.5927
Si	-4.0764	10.9515	16.6848
Si	1.5974	3.9284	10.2445
Si	2.7117	12.2168	15.1296
Si	11.3113	10.5008	15.6481
Si	0.0206	-2.5792	10.8353
Si	4.5286	3.5202	9.5337
Si	-3.1571	12.0687	19.2223
Si	1.8876	-5.6652	14.9664
Si	4.3347	3.6887	16.1135
Si	3.8276	4.9125	18.8229
Si	5.3131	4.8065	21.5652
Si	13.1399	7.6597	18.5646
Si	8.4646	2.9955	9.8389
Si	-2.7623	4.0249	21.8753
Si	10.5785	-2.9539	20.1341
Si	8.9353	6.6697	14.415
Si	3.3787	2.6176	22.0722
Si	1.2646	9.65	22.2443
Si	4.6542	9.7221	15.1729
Si	-1.5862	-1.0701	18.004
Si	5.4735	11.5256	21.1906
Si	9.5007	6.5783	22.5462
Si	10.1805	5.6427	10.2382
Si	-4.0178	8.6464	13.1731
Si	1.1652	3.0044	13.0445
Si	-0.8178	4.9612	16.5654
Si	6.1852	1.8038	11.4905
O	-5.4388	10.1003	16.5085
O	4.7189	4.3013	17.5842
O	3.1757	4.2682	10.0213
O	5.344	3.0922	10.8747
O	1.3349	0.8483	15.8954
O	2.6834	14.6866	19.0536
O	-0.4319	2.8033	13.3504
O	-0.3359	8.9282	9.3718
O	2.3922	10.4104	21.3571
O	0.778	5.2628	10.6345
O	9.9398	-3.0084	14.14
O	3.4714	2.2957	16.1559
O	1.3242	-1.5926	15.0143
O	-2.5408	5.406	22.701
O	-1.2639	8.5243	18.8774
O	1.6243	7.808	17.061
O	8.0912	-1.0653	16.9368
O	11.0597	9.1274	21.1999
O	1.9697	2.5685	21.2608
O	1.6597	8.0246	10.8529
O	4.7743	5.265	20.1024
O	-1.2433	6.9105	20.9651
O	-1.7361	6.2431	16.0149
O	-2.7579	9.6833	13.1718
O	-0.266	-0.7377	17.1137
O	6.4132	8.6074	11.6079
O	4.0731	9.2137	10.5903
O	1.9373	6.8405	14.5731
O	13.1443	12.9021	13.7381
O	5.6713	9.2838	13.9921
O	0.9802	7.2485	19.5592
O	5.7582	11.2425	11.012
O	-1.3193	3.6343	15.7458
O	9.9875	7.0176	11.114
O	3.3816	4.811	15.4157
O	1.4199	2.8425	11.4397
O	7.447	7.2252	13.8825
O	8.9503	7.8903	23.3285
O	0.2702	2.6185	19.2407
O	-3.9628	11.8841	20.6368
O	3.7215	10.995	14.7403
O	5.7041	3.3647	15.2851
O	-1.5123	3.9451	20.8051
O	-4.2407	4.0146	21.1791
O	4.6952	-0.4092	20.1368
O	3.2186	6.3929	18.5018
O	4.0096	4.1025	22.2751
O	6.6996	0.9175	18.0264
O	2.7945	9.1347	19.0083
O	-0.3129	9.4206	12.0469
O	5.8858	1.794	13.0961
O	-1.0183	4.6875	18.1727
O	-1.9439	10.975	19.1516
O	11.7215	5.0903	16.178
O	7.0495	1.0104	15.3993
O	-7.1845	8.4414	15.5775
O	-3.0082	3.0309	13.8757
O	13.3909	11.8972	19.1811
O	8.496	2.5554	18.9141
O	1.5021	4.5024	13.5914
O	9.2174	4.3195	10.4817
O	7.7268	2.1449	11.0286
O	10.1897	-0.3034	14.4647
O	9.3179	5.268	13.6235

Results
free energy: -133958.151 eV
free energy less fixed offsets of O -568.88, Si -635.61 eV per atom: 3.809 eV

Forces (eV/angstrom), in the order of the atoms: element, x, y, z
Si	-0.0165	0.0839	-0.1115
Si	0.0296	-0.0268	-0.0973
Si	-0.0219	-0.0143	-0.1241
Si	0.0833	-0.0751	-0.1956
Si	0.0604	-0.0769	-0.1385
Si	0.0248	-0.0003	-0.0445
Si	0.0627	-0.0785	-0.0362
Si	0.0303	0.0411	-0.0287
Si	-0.0084	0.0041	-0.0834
Si	0.007	0.015	-0.0444
Si	-0.0084	0.0529	-0.1176
Si	0.0058	0.0179	-0.1087
Si	0.0063	-0.0086	-0.0675
Si	-0.045	-0.0137	-0.1247
Si	0.0283	-0.0163	-0.0751
Si	-0.0377	0.0321	-0.091
Si	0.0056	-0.0381	0.0158
Si	0.0298	-0.0161	0.0226
Si	-0.0377	-0.0057	0.0207
Si	-0.0158	-0.0489	-0.0099
Si	0.0129	0.0176	0.038
Si	0.0172	0.0127	0.0254
Si	-0.0075	-0.0074	0.0167
Si	-0.0177	0.0107	-0.0326
Si	0.2586	0.1868	-0.2459
Si	-0.34	0.1189	0.3214
Si	0.1522	0.1252	0.2212
Si	0.0815	-0.146	-0.3245
Si	0.1459	0.2571	0.1049
Si	-0.2763	-0.1839	-0.057
Si	0.315	-0.0718	0.0284
Si	-0.1693	0.0379	-0.1083
Si	0.0262	0.0421	-0.049
Si	0.0739	0.0507	-0.0015
Si	-0.0375	0.0038	-0.049
Si	0.0215	-0.0509	0.0333
Si	0.0588	0.0236	0.0037
Si	0.0478	0.0858	-0.0351
Si	-0.0076	0.0145	0.0272
Si	-0.0289	-0.0539	-0.0355
Si	0.0475	0.0429	-0.0117
Si	-0.0131	0.0239	-0.0134
Si	-0.0813	-0.0642	-0.0171
Si	0.0059	-0.0236	-0.0298
Si	-0.0359	0.0145	-0.0257
Si	0.0038	-0.0153	0.0092
Si	-0.0074	0.0016	-0.0335
Si	0.0051	-0.0008	-0.0156
Si	-0.0231	-0.0412	0.031
Si	-0.0201	0.0515	0.0228
Si	-0.0261	-0.0231	0.009
Si	0.0829	-0.0129	0.0062
Si	-0.0423	0.0794	0.0204
Si	0.0541	-0.0089	0.0409
Si	0.0732	-0.0315	0.0025
Si	-0.0455	0.032	0.0099
Si	-0.1062	0.0909	0.091
Si	0.101	0.0671	-0.0033
Si	0.062	-0.101	0.0175
Si	-0.1737	-0.1574	0.0238
Si	0.0019	-0.0439	-0.0152
Si	0.0064	0.0413	0.0333
Si	-0.0915	-0.0005	0.0459
Si	0.0159	-0.0414	-0.0312
Si	-0.1741	-0.2217	-0.0203
Si	0.1983	-0.5153	0.5189
Si	-0.0837	0.1366	-0.0832
Si	-0.0529	-0.2443	-0.2436
Si	-0.0267	0.1959	0.4231
Si	-0.2139	0.1181	-0.2996
Si	0.0596	-0.0521	0.1901
Si	-0.0349	0.2579	0.1989
Si	0.0963	0.0225	-0.0733
Si	0.0695	-0.019	0.0348
Si	0.0331	0.0196	-0.0981
Si	0.0291	-0.0339	0.0091
Si	-0.0395	0.0591	-0.0145
Si	-0.0166	0.0103	-0.0286
Si	-0.0513	0.0692	-0.0005
Si	0.0272	-0.0287	-0.0155
Si	-0.0812	-0.0198	0.1304
Si	0.0202	-0.0136	0.0938
Si	0.0003	-0.0144	0.0289
Si	-0.158	0.0983	0.0987
Si	-0.0743	-0.1757	0.1649
Si	-0.0344	0.0633	0.1792
Si	0.0548	0.1012	0.0504
Si	0.0538	-0.0609	0.1367
Si	-0.0477	-0.0554	-0.129
Si	0.2218	-0.2259	0.0876
Si	-0.0731	0.0393	0.0385
Si	0.8178	-0.4415	-0.4019
Si	-0.626	1.0341	-0.2637
Si	0.2204	0.2323	0.5764
Si	-0.5479	-0.5353	1.1255
Si	0.1131	-0.1545	0.2275
O	-0.0053	0.0174	0.2711
O	-0.0037	-0.0512	0.228
O	0.0671	-0.0127	0.0636
O	-0.2787	-0.0147	-0.4656
O	-0.0223	-0.1328	0.5001
O	-0.0665	0.2647	-0.4384
O	0.0404	0.0041	0.0961
O	-0.0707	0.0646	0.2016
O	0.3881	0.0588	-0.3038
O	0.0827	0.0093	-0.1778
O	-0.1184	0.0828	-0.0599
O	0.0684	-0.003	-0.2228
O	0.0741	0.3967	-0.0395
O	0.4485	-0.5518	-0.4216
O	-0.4626	0.2535	-0.204
O	-0.1407	-0.163	-0.3235
O	-0.028	0.0428	0.139
O	-0.0139	0.0145	0.0408
O	0.0011	-0.0136	0.176
O	-0.0417	0.0078	0.0551
O	-0.0782	0.0125	0.1445
O	0.0237	0.0002	0.0934
O	0.0162	0.0355	0.2039
O	0.0178	-0.0324	0.0505
Si	-0.8629	0.2625	0.3116
Si	0.0539	-0.0819	-0.106
Si	-0.0361	0.0294	-0.1345
Si	-0.0025	0.0032	-0.0717
Si	0.0655	-0.0093	0.0412
Si	0.2608	-0.0291	-0.6575
Si	-0.0701	0.0231	-0.016
Si	0.025	0.0674	0.014
Si	-0.0375	-0.0766	0.1124
Si	0.0442	0.0013	0.0492
Si	-0.3889	0.0974	0.1215
Si	-0.0724	-0.0257	-0.0138
Si	-0.1331	-0.0377	-0.1054
Si	-0.432	0.9418	-2.1774
Si	-0.3802	-0.8363	0.7232
Si	0.0642	-0.0252	-0.02
Si	-0.0574	0.0336	-0.039
Si	-0.0323	-0.0174	0.0488
Si	-0.1109	-0.017	0.0157
Si	-0.0616	-0.1205	-0.1018
Si	0.0196	0.0077	0.0103
Si	0.2317	-0.0304	0.1821
Si	-0.0017	0.0142	-0.1133
Si	0.0745	0.0261	-0.164
Si	0.1051	0.1271	-0.1046
Si	-0.0028	0.0427	-0.152
Si	-0.0114	0.0481	-0.033
Si	0.0227	-0.0203	-0.0063
Si	0.0193	0.0606	-0.0045
Si	0.0291	0.008	-0.1804
Si	-0.0034	-0.0154	-0.0569
Si	-0.0541	0.7463	0.1766
Si	0.2177	0.0738	-0.0337
Si	-0.0256	0.024	0.0757
Si	-0.0299	-0.0248	0.0053
Si	0.1657	-0.2242	0.1187
O	-0.0136	-0.006	-0.0081
O	0.0175	-0.0041	-0.0519
O	0.6052	-0.0025	-0.3275
O	-0.1553	0.3473	-0.3408
O	0.0396	0.0167	0.0151
O	0.0415	0.0382	0.0243
O	0.0327	0.0018	-0.0322
O	0.3448	-0.2586	-0.0842
O	-0.0211	-0.0117	0.1004
O	0.2386	-0.2285	-0.0661
O	-0.1125	-0.168	0.133
O	0.0247	0.0105	0.003
O	0.0468	-0.0013	0.0472
O	-0.0124	0.0367	0.0698
O	0.0141	-0.0263	0.0259
O	-0.0098	-0.0181	-0.015
O	-0.0214	0.0036	-0.0146
O	0.0018	0.0085	0.0697
O	0.0546	0.0177	0.0884
O	0.7957	-0.205	0.2166
O	0.0441	0.0006	0.0799
O	-0.0379	-0.0355	0.1201
O	0.0088	-0.0424	0.0234
O	-0.0626	-0.0516	0.0927
O	-0.0258	0.0104	0.0143
O	-0.0403	0.0361	-0.0583
O	0.1747	0.0255	-0.0437
O	0.0269	-0.0089	0.0126
O	0.0119	0.0119	-0.0451
O	-0.0749	0.0097	0.0257
O	-0.0681	0.0218	0.0296
O	-0.0223	0.1072	-0.0159
O	0.0226	-0.0029	0.0006
O	-0.1646	-0.7438	0.231
O	0.0495	0.0022	-0.0093
O	0.0754	-0.0075	-0.1031
O	-0.0174	-0.044	0.0313
O	0.0145	-0.0455	0.0327
O	-0.0263	0.0279	0.0233
O	-0.03	0.0048	0.0437
O	0.0218	-0.003	-0.0121
O	-0.0058	0.0228	0.0005
O	-0.0728	0.0037	0.117
O	0.0363	0.0294	0.0347
O	0.0331	-0.0027	0.0716
O	0.0215	-0.004	-0.0339
O	0.0083	0.0056	0.0071
O	-0.0188	0.0086	-0.0158
O	0.0182	0.0275	0.0201
O	-0.1795	0.1	0.9843
O	-0.0229	0.0096	-0.1152
O	-0.0079	0.036	-0.0037
O	-0.0073	-0.0014	-0.0333
O	-0.0183	-0.0066	0.0212
O	-0.0035	0.0165	-0.0199
O	0.032	0.003	0.0092
O	-0.0275	-0.014	-0.0209
O	0.0395	-0.0539	0.0407
O	-0.0035	0.0036	0.0124
O	0.0209	-0.0353	-0.0083
O	-0.1491	-0.2451	-0.0716
O	-0.0044	0.0814	-0.0947
O	0.0691	0.058	0.1548
O	-0.0222	-0.0338	0.0518

The program warned: the cutoff lies below the one the program advises for these potential files; the exchange-correlation potential is rough where the density is thin.
